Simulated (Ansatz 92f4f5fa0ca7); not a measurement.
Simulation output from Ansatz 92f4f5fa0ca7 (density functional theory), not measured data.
Periodic cell of 166 atoms, Si98O68, from a study of silicon, its oxide and their interface. The atomic structure is a simulated model.

Settings
functional: r2SCAN
potential files: Ansatz norm-conserving
basis: plane waves
wave-function cutoff: 1300 eV
density cutoff ratio: 4
exchange-correlation grid ratio: 1
k mesh: 2 x 2 x 1, shifted by 0.5 0.5 0.5 of a step
self-consistency stop: 5e-08 eV per atom in the density residual
occupations: Fermi-Dirac, 0.05 eV
spin: none
net charge: 0

Cell vectors (angstrom)
a, 10.88, 0, 0
b, 0, 10.88, 0
c, 0, 0, 24.5997

Atoms and the computed forces on them: element, x, y, z (angstrom), force x, y, z (eV/angstrom)
Si, -0.1982, 0.1514, -0.2698, 2.531, -1.844, 0.3629
Si, 2.6967, 2.8904, 0.3197, 2.8079, -1.2576, 1.002
Si, -0.6634, 5.9576, 0.1225, 0.7742, -1.3024, -0.9017
Si, 2.808, 7.9272, -0.0204, 1.5207, -0.5378, -1.0241
Si, 5.8766, -0.5127, -0.2824, 2.2477, 0.2947, -0.4666
Si, 8.6204, 2.4365, -0.4313, -0.694, 3.6141, 0.0192
Si, 5.1248, 5.8205, 0.1159, -0.037, -1.4148, -2.9698
Si, 8.2072, 8.2035, 0.1754, -1.4601, 0.6646, -0.1186
Si, 1.2344, 1.3914, 1.4053, 0.2206, -0.2273, -1.3001
Si, 4.1253, 4.3824, 1.5131, -1.4088, -1.3214, 0.9595
Si, 1.253, 6.8211, 1.3437, -0.8623, 0.6744, 0.3124
Si, 4.2237, 9.5836, 0.9519, -1.6106, -1.4416, 2.6002
Si, 6.8622, 1.419, 0.9894, -0.3822, -0.9218, -0.0665
Si, 9.1571, 4.0526, 1.2831, 1.4858, 0.0224, -0.4807
Si, 6.648, 6.8227, 1.39, 1.8182, 0.5688, 0.5422
Si, 9.599, 9.7669, 1.4274, -0.7366, -1.3686, -0.6078
Si, -0.2431, 2.6912, 2.6737, 1.4849, 1.9316, -0.3576
Si, 2.9004, 0.0607, 2.4791, -1.1506, -0.6486, -0.0737
Si, -0.0537, 8.2901, 2.805, 1.4292, 0.2691, -1.2552
Si, 2.6513, 5.6327, 2.9006, 0.0338, -0.2885, -1.2962
Si, 5.489, 2.7643, 2.5979, -1.4608, -1.2553, -1.2814
Si, 8.119, 0.1711, 2.7516, 0.1473, 0.3812, -0.9886
Si, 5.3577, 8.2525, 2.6328, -0.139, 0.4508, 0.617
Si, 8.0447, 5.3723, 2.7661, -0.8718, 0.7188, -0.9774
Si, 1.2869, 4.2002, 4.0357, -0.8751, -1.5393, 1.1007
Si, 3.9881, 1.3077, 4.0653, 0.6974, 1.3103, -0.6986
Si, 1.4518, 9.6538, 4.0308, -0.7622, 0.0058, -0.0851
Si, 3.9885, 6.9907, 4.1517, 0.0654, -0.0002, 0.6024
Si, 6.7463, 3.9542, 3.9338, -0.0068, 1.5134, 1.606
Si, 9.4919, 1.4811, 4.1422, -1.6273, -0.8075, 0.9876
Si, 6.8367, 9.5323, 4.0219, -0.6593, -0.1188, 0.6881
Si, 9.5395, 6.7488, 3.8874, -0.4844, -0.2423, 1.5798
Si, -0.1754, -0.0475, 5.4391, 2.1238, 1.1517, 0.2545
Si, 2.5943, 2.6347, 5.4887, 0.4311, 1.057, -0.3678
Si, -0.2755, 5.3313, 5.4957, 0.9763, 0.3299, -0.3274
Si, 2.4455, 8.2217, 5.5544, 0.0888, -0.9765, -0.4663
Si, 5.1827, -0.0948, 5.4074, 1.9315, 0.3934, 0.0097
Si, 7.8927, 2.7308, 5.4268, 0.4163, -1.6692, 0.5347
Si, 5.4231, 5.3795, 5.3082, -0.3843, 0.7866, 0.5787
Si, 8.3073, 8.0886, 5.4078, -0.4065, 1.0326, -0.3183
Si, 1.2552, 1.4577, 7.0102, -1.8319, -0.2343, -1.3605
Si, 4.122, 3.9896, 6.8295, -1.0285, 0.4756, -0.4145
Si, 1.0189, 6.8202, 6.93, 0.7074, -0.034, -0.5024
Si, 3.7458, 9.6364, 6.7408, 0.1077, 0.2471, 1.5331
Si, 6.6121, 1.264, 6.9109, -0.5022, 1.0279, -0.3599
Si, 9.2495, 3.8987, 6.8281, -0.4928, 1.7139, -1.5779
Si, 6.7297, 6.9931, 6.6683, -0.2184, -1.984, -0.6381
Si, 9.5847, 9.5235, 6.9578, -0.8925, -0.551, -0.8593
Si, -0.3181, 2.8006, 8.1988, 2.1475, -0.3915, 1.4417
Si, 2.368, 0.0429, 8.3747, 2.2454, -0.9836, 0.808
Si, -0.137, 8.241, 8.4926, 0.7819, -0.6678, -0.2647
Si, 2.6797, 5.5251, 8.03, -0.4106, 0.353, 1.2447
Si, 5.2629, 2.7985, 8.4888, 0.6844, -1.5837, -1.1367
Si, 8.2369, 0.099, 8.1502, -1.4465, -0.6004, 1.0406
Si, 5.4485, 8.4521, 7.8796, -1.5051, -0.4168, 1.1556
Si, 7.9207, 5.3856, 7.9586, 1.1925, 1.7508, -0.8187
Si, 1.0509, 4.3298, 9.556, -0.2916, -0.2698, -0.8529
Si, 3.9663, 1.2809, 9.8394, -1.3935, 0.7319, -0.3942
Si, 1.2366, 9.4484, 10.0108, 0.4557, -0.7301, -0.1772
Si, 4.0315, 7.156, 9.4159, 0.095, -1.0853, -1.9601
Si, 6.9083, 4.1128, 9.4099, -2.0758, 0.4115, 0.3199
Si, 9.517, 1.3057, 9.7015, -1.0105, 0.3059, -0.2182
Si, 6.6067, 9.6005, 9.5117, 1.1459, 0.5943, 0.5166
Si, 9.2136, 6.7865, 9.4221, -0.4392, -1.0835, -0.9073
Si, 0.196, 0.2971, 11.1186, 0.3296, -0.3892, 1.2846
Si, 2.2142, 2.7138, 10.7352, 0.3883, -0.7014, 1.8408
Si, -0.7976, 5.2533, 10.9034, 1.5402, -0.0787, -0.1136
Si, 2.9787, 7.9069, 11.3587, 1.6166, 1.2471, -1.0187
Si, 4.9997, -0.4111, 11.162, -0.1511, -1.3953, -0.3822
Si, 8.1205, 2.8675, 10.8308, -1.5907, -1.3982, -0.2329
Si, 5.6481, 5.8664, 10.4365, 0.5669, -0.2378, 0.7713
Si, 7.8519, 7.9362, 10.7878, -1.4975, 0.1591, -0.5257
Si, 2.8972, -1.2723, 19.5009, -0.5208, -1.027, 0.065
Si, 0.2503, 8.783, 15.3214, 3.5568, 4.0914, 2.4303
Si, 3.0625, -2.9203, 16.2328, -0.1568, -0.1638, -1.1164
Si, 7.338, 6.3685, 15.1682, -0.3634, 0.0366, 1.9617
Si, 6.0137, 1.1709, 15.7557, 0.9627, 0.2532, 1.9458
Si, -1.2667, 7.1513, 13.1924, -1.6858, -0.7941, -1.6065
Si, 3.6008, 4.9397, 12.4631, -0.4944, -0.4214, -0.7509
Si, 7.3392, -1.566, 15.2612, -0.1671, 0.3132, 0.0325
Si, 5.1333, -2.3944, 18.2127, 2.3614, 1.0658, 0.0026
Si, 7.6453, 6.7291, 18.1243, -0.0828, 0.5565, 0.1826
Si, -3.4817, 12.334, 18.4835, 0.2019, 1.3019, 0.0505
Si, -6.4315, 5.2928, 15.4124, 1.1835, 1.8669, -1.7992
Si, 4.3771, 12.0842, 18.3323, 2.7771, 0.3758, 0.0828
Si, 11.8548, 7.8283, 17.9805, 2.6967, 2.5064, -4.0545
Si, -3.6508, 4.2018, 19.5178, -1.6241, 0.4782, 0.3129
Si, -5.3168, 15.0455, 22.0727, -0.999, 1.1692, -1.1235
Si, 4.2712, 12.2961, 22.7606, 1.4709, 0.7971, 3.0235
Si, 1.2101, 9.1015, 22.12, -0.4277, -0.2911, 1.2116
Si, 6.8535, 1.3447, 13.1322, -0.0697, 1.7429, -1.6028
Si, 2.9471, 15.9239, 20.519, 1.3671, -1.6039, -1.2146
Si, -1.3771, -0.4041, 13.7172, -0.6552, 1.6001, 1.3334
Si, 1.9248, 2.7623, 22.0907, 0.9701, 1.4664, 0.257
Si, -0.5903, 4.2415, 22.2676, 0.7166, -1.2635, -1.5956
Si, -2.8878, 9.5921, 18.1001, -3.2139, -1.6099, 1.2447
Si, 4.2616, 4.15, 18.2137, 2.5854, 0.0008, -0.6184
Si, 11.3637, 6.5654, 20.7201, -2.7303, 0.8785, -0.7549
O, -1.2783, 1.2225, -0.6773, -0.5543, 0.4137, -1.1065
O, -6.2229, -9.879, -7.9667, -1.1056, 0.5772, 2.3623
O, -0.0266, 5.2065, -1.2302, 0.7519, 1.4831, 1.6206
O, 2.2904, 3.5132, -1.0738, -0.479, 0.9412, -2.2587
O, 3.8395, 2.6813, -5.9024, -0.8794, -0.5167, -0.9225
O, 2.2318, 9.5436, -3.6432, -0.8455, 0.3189, -0.1967
O, 2.2553, 3.5813, -3.8656, 0.4303, 0.5665, 0.1934
O, 5.0779, 0.0066, -1.6193, -0.1462, 0.9187, -1.4352
O, 8.9326, 3.6339, -1.7321, -1.5832, -2.1016, 0.806
O, -8.8821, -2.0444, -9.275, -1.1785, -0.3291, 0.098
O, 3.8754, 6.6689, -0.5792, -0.1198, 1.0824, 0.811
O, 5.9751, 4.8677, -1.1168, -1.7169, 0.4249, 0.8611
O, 9.1579, 7.0292, -0.6074, -0.3017, 0.9867, 1.0792
O, 4.0041, 12.7349, -0.2103, -0.4216, 0.1073, -1.0293
O, 2.998, -4.4305, 12.1827, -0.7692, 1.7226, 0.1191
O, -6.8249, -3.9785, 15.5544, -0.019, -2.5412, -1.0427
O, 2.6338, 3.7013, 12.0384, 0.0459, -0.1665, -0.5004
O, 1.3105, 1.4408, 11.4396, 0.1183, 1.0754, -0.4189
O, -1.6873, 3.9295, 11.25, 2.0461, 1.9849, 1.4723
O, -0.4573, 6.042, 12.315, 0.07, -0.085, 0.3503
O, -4.7287, 13.0624, 14.4592, 0.3384, -2.8218, -0.9639
O, -0.1928, 10.5659, 12.6553, -0.6199, 0.3981, -2.5611
O, 4.0726, -1.6802, 11.8729, -0.4082, -0.0181, -0.8625
O, 6.0158, 0.2214, 12.2526, 0.2377, 0.5436, 1.8792
O, 4.8957, 4.8553, 11.4909, -0.1352, 0.1755, 1.0483
O, 6.9992, 2.5727, 12.0007, 0.7544, -0.9685, 0.6442
O, 6.0841, 5.3458, 15.1102, 0.2887, 0.2461, 0.1565
O, 6.5131, 7.0772, 11.2457, 0.0519, -1.1391, -0.1195
O, 8.8539, 8.0901, 12.0519, 1.0485, 0.1173, 0.5006
O, 3.8137, 4.7372, 14.0283, 0.1339, 0.097, 0.7421
O, -0.0701, -2.7203, 16.7798, -0.9813, 0.6015, -0.1801
O, -0.3324, 10.3716, 15.038, -0.5641, -2.0778, 0.1067
O, 2.1292, 7.0018, 17.1446, -0.3729, 0.4981, 1.2273
O, 6.2666, -11.2463, 15.1953, -0.0405, 0.959, -0.3679
O, 8.2739, -1.2014, 16.5161, 0.2812, -0.1764, 1.0365
O, 8.3947, 0.844, 13.3561, 0.9401, -0.6978, 0.9797
O, 8.3788, -2.772, 18.712, 0.5872, 0.6534, -1.2465
O, 1.9862, 6.2037, 20.9776, 1.0544, 0.4647, 0.5461
O, 8.32, 6.3508, 13.8775, 0.9525, 0.3779, 0.9559
O, -2.6939, 17.0627, 16.6347, -1.3793, 0.656, -0.1329
O, -2.5225, -1.5559, 14.0118, 0.3724, 0.3554, 0.089
O, 4.1319, 4.2734, 16.5959, -0.2475, 0.3143, 0.3595
O, -2.5372, 10.969, 18.8286, 0.184, 2.2227, -0.3396
O, -6.6534, -2.046, 16.9481, -0.7649, 0.7792, -0.5134
O, 6.6823, -3.0123, 15.413, 0.28, 0.0424, -0.8628
O, 12.6076, -1.6361, 18.427, -0.4124, -0.4319, 0.0113
O, 10.6904, 7.9536, 14.1012, -1.5898, -2.5407, -2.3541
O, 7.1335, 1.7849, 16.8687, 0.0246, -1.5545, -0.3176
O, -2.7648, 13.766, 19.1283, -1.1823, -1.7595, -0.2406
O, -2.9487, 16.4967, 19.2446, 0.9153, 0.2401, -0.7959
O, 5.8996, 12.1604, 19.081, -0.6157, -0.1639, -0.5602
O, 5.9116, 15.145, 18.5206, -1.3177, -0.2769, 0.317
O, 6.2997, 9.6102, 18.4277, 0.7383, 0.2709, -1.3299
O, -5.7667, 2.5877, 21.948, -0.0269, -0.5687, 1.3865
O, -17.4563, 4.9762, 21.3259, 1.3914, 0.0238, 1.3647
O, 0.3431, 10.2469, 22.9197, -0.7388, 0.7312, 0.6203
O, 4.0912, 8.4962, 19.3975, -1.2271, 0.2796, 1.6646
O, 0.1323, 7.8852, 21.6659, 1.5018, 0.3128, -0.3116
O, 11.2693, 7.0868, 19.131, -2.1175, -2.9441, 4.8581
O, -4.0708, 4.4244, 21.099, 0.6137, -1.2409, -1.1493
O, 6.0547, 7.2003, 18.1915, 0.6995, -2.6171, -0.8158
O, 2.3179, 8.7551, 23.2533, -0.2516, -1.4406, 0.6499
O, 3.5128, 11.064, 19.2637, 0.2706, 0.7655, -1.5209
O, 7.0343, 9.204, 23.8664, 0.4978, -0.0547, 1.0334
O, -0.4487, 16.0915, 20.8692, -0.1104, -0.216, 1.3211
O, 2.787, 1.3995, 22.1841, -1.1473, -0.7612, -1.3218
O, 0.3681, 2.8623, 22.1234, -2.9036, 0.3461, -0.2243
O, 3.3352, 5.2555, 18.905, -0.4275, -0.3799, 1.6651

Results
free energy: -43088.850 eV
free energy less fixed offsets of O -463.61, Si -117.95 eV per atom: -4.270 eV
pressure: -2.08 GPa
stress xx, yy, zz, yz, xz, xy (GPa, positive in tension): 1.5, 2.75, 2, 0.12, -0.35, -0.33

The program warned: the forces do not sum to zero within the program's tolerance.
